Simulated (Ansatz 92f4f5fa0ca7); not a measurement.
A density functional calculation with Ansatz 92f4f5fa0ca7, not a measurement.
Periodic cell of 228 atoms, Si140O88, from a study of silicon, its oxide and their interface. The atomic structure is a simulated model.

Settings: functional r2SCAN; potential files Ansatz norm-conserving; basis plane waves; wave-function cutoff 1300 eV; density cutoff ratio 4; exchange-correlation grid ratio 1; k mesh 2 x 2 x 1, shifted by 0.5 0.5 0.5 of a step; self-consistency stop 5e-08 eV per atom in the density residual; occupations Fermi-Dirac, 0.05 eV; spin none; net charge 0.

Cell vectors (angstrom)
a	10.888	0	0
b	0	10.888	0
c	0	0	33.1898

Atoms and the computed forces on them: element, x, y, z (angstrom), force x, y, z (eV/angstrom)
Si	0.3688	-0.607	0.1575	-0.0025	-0.0094	0.1099
Si	2.1479	2.8172	-0.0461	-0.0365	0.0089	0.0883
Si	0.0212	5.1876	0.1361	0.0314	-0.0066	0.086
Si	2.1137	8.5152	0.1662	-0.0316	0.0034	0.1162
Si	5.6357	-0.309	0.0904	0.0275	-0.0108	0.1282
Si	6.719	1.2773	1.4302	0.0196	0.0031	0.0037
Si	6.1404	5.0995	-0.4955	-0.0002	-0.0193	0.1108
Si	7.9569	8.3973	0.1203	-0.0233	0.0069	0.0562
Si	1.2565	1.1942	1.3863	0.0043	-0.0345	-0.0278
Si	3.8686	3.8931	1.1893	-0.0318	-0.0076	0.0451
Si	1.1972	6.778	1.4379	0.0051	0.0367	-0.0046
Si	3.9694	9.4485	1.3223	-0.0039	-0.0338	-0.0027
Si	8.034	2.6302	0.0761	-0.0075	0.038	0.0559
Si	9.4643	3.919	1.4356	0.0019	-0.0224	0.0064
Si	6.8432	6.6528	1.1976	-0.0114	-0.0033	0.0168
Si	9.515	9.4609	1.4812	0.0198	0.0299	0.0001
Si	-0.0528	2.5848	2.7738	0.0036	0.0141	0.0307
Si	2.7289	-0.031	2.7547	-0.0039	0.0246	-0.0272
Si	-0.1024	8.0808	2.8679	-0.0012	0.0025	-0.0159
Si	2.6782	5.3825	2.6453	0.0089	-0.0326	0.023
Si	5.3222	2.6881	2.6717	0.0169	0.024	-0.0169
Si	8.1463	-0.0226	2.7726	-0.0101	-0.0267	0.0158
Si	5.3754	7.9956	2.5827	0.0072	0.0319	0.014
Si	8.1311	5.376	2.7108	0.0097	-0.0019	-0.003
Si	1.3424	4.0162	4.0447	-0.0239	-0.0104	0.0128
Si	4.052	1.339	4.1134	0.0163	-0.0039	0.0058
Si	1.3345	9.4941	4.1052	-0.0242	0.0008	0.0141
Si	4.0468	6.7235	4.0428	-0.0112	0.0137	-0.015
Si	6.7248	4.0475	4.0437	-0.0044	0.0064	0.0044
Si	9.4748	1.3103	4.1688	-0.0067	0.002	0.0016
Si	6.7483	9.4151	3.9962	0.0034	-0.0018	-0.0148
Si	9.4453	6.7101	4.159	-0.0094	-0.0145	0.0009
Si	-0.0141	-0.0312	5.4866	0.01	0.0031	0.0056
Si	2.7046	2.713	5.4569	-0.0151	0.0039	0.0054
Si	0.0002	5.3824	5.4438	0.016	-0.0009	-0.0069
Si	2.7261	8.1297	5.4226	-0.0019	0.0083	0.0105
Si	5.4511	-0.0504	5.4022	0.0033	-0.0108	-0.0035
Si	8.1149	2.7238	5.4466	0.0116	0.0075	-0.0001
Si	5.4199	5.4221	5.4408	0.0031	-0.0006	0.0046
Si	8.1079	8.1355	5.4473	0.0022	0.0189	-0.0036
Si	1.3471	1.3618	6.8189	-0.0086	-0.0108	-0.0009
Si	4.0731	4.078	6.813	0.0087	0.0034	0.0011
Si	1.364	6.7792	6.7914	-0.0165	-0.0052	-0.0078
Si	4.0812	9.5159	6.7824	-0.0121	0.0037	0.0005
Si	6.7925	1.3332	6.7955	0.0068	0.0073	-0.0124
Si	9.5143	4.0658	6.8102	-0.0126	-0.0139	-0.0073
Si	6.7756	6.7993	6.818	0.0106	0.0162	-0.0008
Si	9.496	9.4948	6.814	-0.0174	-0.0195	-0.0109
Si	0.007	2.7382	8.1825	-0.0022	0.0133	0.0037
Si	2.7411	0.0155	8.1494	-0.0008	0.0164	-0.0079
Si	0.016	8.1623	8.1536	0.0004	0.0182	-0.0055
Si	2.7379	5.4579	8.1799	0.0084	-0.0019	0.0009
Si	5.4581	2.7294	8.1578	-0.0119	-0.0078	0.0043
Si	8.1728	0.0105	8.176	0.0129	0.006	-0.0001
Si	5.4482	8.1965	8.171	0.0171	-0.0112	0.0018
Si	8.1941	5.4746	8.1573	0.0019	0.0097	-0.0011
Si	1.3833	4.106	9.5493	-0.006	0.0031	0.0075
Si	4.0815	1.4013	9.5188	0.0015	0.0012	0.0053
Si	1.3831	9.5485	9.5034	-0.0083	-0.0033	-0.0041
Si	4.1033	6.8447	9.5283	-0.0162	0.0115	0.0007
Si	6.8364	4.1211	9.4981	0.0204	0.0019	0.0009
Si	9.5553	1.3712	9.5319	0.0039	-0.01	0.0051
Si	6.7899	9.5796	9.5496	-0.0059	0.0023	0.0096
Si	9.5693	6.8217	9.5388	-0.0022	-0.0059	0.0043
Si	0.0827	0.0536	10.8894	-0.012	0.0048	-0.0006
Si	2.7664	2.7683	10.9244	-0.009	0.0102	-0.0128
Si	0.0838	5.5047	10.9275	0.0069	-0.0069	-0.0019
Si	2.7637	8.2332	10.8803	0.0051	-0.0091	-0.0058
Si	5.4209	0.0884	10.9164	0.0078	0.0096	-0.0104
Si	8.2178	2.7845	10.8502	0.0013	-0.0029	0.0015
Si	5.494	5.4996	10.8665	0.0087	0.0083	-0.002
Si	8.2129	8.2292	10.8522	0.0054	0.0097	-0.0093
Si	1.4524	1.389	12.3174	0.0217	-0.0167	0.0014
Si	4.1418	4.1719	12.2537	-0.0032	-0.0024	-0.0144
Si	1.486	6.8809	12.29	0.0058	0.0062	-0.007
Si	4.037	9.6337	12.2909	-0.0078	0.0344	-0.0065
Si	6.7922	1.5197	12.204	-0.0057	-0.012	-0.0119
Si	9.6254	4.09	12.2287	-0.009	0.0004	0.0129
Si	6.8573	6.8864	12.2054	0.0004	-0.0157	-0.0136
Si	9.5864	9.5916	12.1988	0.0013	0.0244	-0.0016
Si	0.133	2.7853	13.6559	-0.0057	0.0238	-0.0002
Si	2.7551	0.0788	13.8281	0.0049	-0.0185	-0.0214
Si	0.1037	8.2788	13.5698	-0.0315	0.0013	-0.0342
Si	2.9133	5.5682	13.6916	-0.0111	0.0351	-0.0237
Si	5.4955	2.8875	13.6662	0.0104	0.0149	-0.0024
Si	8.2081	0.1645	13.4349	0.0038	0.0099	-0.0096
Si	5.4951	8.3104	13.526	-0.0146	-0.0345	-0.0137
Si	8.2517	5.4911	13.4895	0.0265	0.0126	0.0019
Si	1.5446	4.1788	15.0018	-0.0066	-0.0026	0.033
Si	4.248	1.4829	15.1114	-0.0098	-0.0013	0.0226
Si	1.1679	9.6967	15.1438	0.0084	0.026	0.0231
Si	4.366	6.9493	15.0533	-0.0076	-0.0296	0.0099
Si	6.8985	4.3172	14.9767	-0.0302	-0.0456	0.0018
Si	9.5002	1.4735	14.8804	0.0077	-0.0053	0.0058
Si	6.8644	9.7262	14.7859	0.0092	0.0184	0.0286
Si	9.6565	6.8139	14.7793	-0.0447	0.0018	-0.0074
Si	-0.6757	-0.2426	16.3102	-0.0109	-0.0126	-0.1164
Si	2.8042	2.7719	16.4509	0.0015	-0.0018	-0.0649
Si	0.194	5.6385	16.2303	-0.0213	-0.0603	0.0349
Si	2.0439	8.2046	16.6854	0.0093	0.025	-0.0392
Si	5.994	0.4145	16.3267	-0.0259	0.0261	-0.1156
Si	8.0938	2.7784	16.2075	0.0233	-0.0035	-0.066
Si	6.1392	6.0963	16.3587	0.0139	0.0261	-0.0913
Si	8.2793	8.2926	15.8985	0.0119	-0.0407	-0.0551
Si	-10.0914	18.7362	29.1071	0.0373	-0.0095	0.1805
Si	5.4719	15.0656	25.0881	-0.0174	-0.0283	0.0552
Si	3.3057	29.711	30.5449	-0.0227	-0.0122	0.1454
Si	0.9121	15.9623	22.8925	-0.0283	0.0121	-0.0959
Si	14.1653	22.9527	28.4888	0.0063	-0.0201	0.1817
Si	17.3802	12.2887	24.3612	0.0323	-0.0601	-0.0339
Si	9.93	7.0185	24.3742	-0.0078	0.0186	-0.0325
Si	23.1358	15.666	28.4474	0.0169	0.0206	0.1252
Si	-13.8617	32.0506	29.0487	-0.0064	0.0089	0.2016
Si	13.575	11.8204	20.3363	-0.0127	0.0022	-0.1873
Si	15.6416	-2.9246	21.3072	-0.0175	0.0074	-0.1817
Si	-1.134	11.8392	31.1245	0.0016	-0.0459	0.1494
Si	2.4694	7.6666	19.4221	0.0117	0.0097	-0.1546
Si	-5.5089	5.9897	29.7561	0.0268	0.0331	0.2192
Si	11.9036	10.5387	22.5352	0.0042	0.0176	-0.1118
Si	19.6368	11.5116	26.4661	-0.0122	-0.0235	0.1054
Si	10.1193	4.345	17.9871	0.0053	-0.0311	-0.1511
Si	3.6014	6.3361	23.6309	0.0076	0.0071	-0.0994
Si	21.1029	3.2389	26.5414	0.034	0.0139	0.0955
Si	15.0452	14.0684	19.2616	0.0007	0.0061	-0.1113
Si	20.4348	8.8235	21.7943	-0.0147	-0.0355	-0.1261
Si	5.0613	10.3958	30.4436	0.033	0.0157	0.1677
Si	-13.8887	-3.7163	28.7089	0.0026	0.0103	0.194
Si	4.8745	-4.9174	19.1878	0.0121	-0.0251	-0.1662
Si	-4.1654	21.2744	21.7358	-0.0048	-0.0364	-0.1609
Si	-10.2252	1.5783	18.1862	-0.0477	0.0004	-0.1404
Si	-5.4723	11.4414	19.2149	-0.0185	-0.0194	-0.1713
Si	4.2173	-6.9665	27.8373	-0.0007	0.0288	0.1498
Si	13.3028	-23.6925	24.6959	-0.0329	0.0181	-0.007
Si	22.958	2.208	24.135	-0.0283	-0.0111	-0.023
Si	-0.3049	6.3498	20.3367	-0.0214	-0.0212	-0.2143
Si	1.3687	2.4717	30.3101	-0.0074	-0.0041	0.1904
Si	10.8402	19.9867	26.466	-0.0242	-0.0071	0.1341
Si	8.0903	5.5483	25.978	0.0377	0.0392	0.0888
Si	-1.2785	6.9605	31.0584	-0.0439	-0.0077	0.2224
Si	3.6483	-10.1886	25.3957	-0.0198	0.0215	0.0903
O	4.6471	-6.202	-0.0255	0.0409	0.0075	-0.0493
O	5.2778	-6.1	-4.4994	-0.0261	-0.0743	-0.0905
O	2.2592	-2.4282	-3.7564	-0.0351	0.0109	-0.0682
O	8.7469	3.6068	-15.713	0.0397	0.0233	0.0357
O	9.7764	8.1132	-9.9707	0.0016	-0.0375	0.0462
O	-10.9409	7.8346	-2.7063	0.0345	0.0184	-0.0803
O	2.3247	2.2231	-1.5716	-0.0193	-0.0139	-0.1471
O	-1.8618	0.1719	-3.27	-0.0383	-0.0216	-0.1137
O	4.6999	3.5284	-6.8371	0.0225	0.0041	-0.077
O	1.467	-1.5831	-7.2318	0.0473	-0.0019	-0.0395
O	-4.3183	5.1275	-7.4261	-0.0237	-0.0096	-0.0317
O	17.9836	3.7871	-0.6039	-0.0169	0.0141	-0.0242
O	-13.0894	1.6512	-1.0597	0.0298	-0.0347	-0.0796
O	11.111	14.8704	-5.5504	-0.0479	-0.0231	-0.0746
O	6.5256	-0.5104	-3.3642	0.0237	-0.0124	-0.0649
O	-7.4603	3.4553	17.8175	0.006	0.0167	0.0914
O	5.7064	-5.2465	17.8544	-0.0125	0.0088	0.1196
O	5.6412	21.5667	17.799	-0.0025	-0.0241	0.1432
O	4.6173	17.9493	22.6244	-0.0284	-0.0282	0.101
O	1.7278	12.5275	16.9597	-0.0223	0.0098	0.0583
O	1.1486	6.8475	16.8233	0.0629	-0.011	0.0337
O	21.8981	-5.0498	24.0915	0.0117	-0.0057	0.0241
O	-20.2811	25.8052	29.8789	0.0109	0.0399	-0.0746
O	12.4418	-1.6393	23.3537	0.0217	-0.0253	0.0305
O	3.4015	-4.3871	18.7886	0.0167	-0.0012	0.0526
O	25.8799	24.3219	28.6552	0.0254	0.0106	-0.0598
O	9.065	4.2676	26.0778	-0.0176	0.0041	-0.0378
O	11.3828	11.7687	23.4728	0.0093	0.0147	0.0412
O	17.695	9.4898	32.8916	-0.0237	-0.0079	-0.0413
O	10.4011	11.4325	17.7329	0.0322	0.0175	0.065
O	13.089	8.7407	18.2265	0.0176	-0.0251	0.0986
O	10.7058	13.0334	30.6108	0.0395	0.0313	-0.07
O	1.1461	-7.4055	23.1213	0.0058	-0.014	0.0251
O	-7.364	7.8735	16.1166	-0.0118	0.014	0.0076
O	0.0629	19.6909	28.0463	-0.0162	0.0328	-0.0999
O	0.299	13.5946	25.3771	0.0226	-0.0097	-0.0262
O	-19.4054	5.7513	22.7639	0.0175	0.0001	0.0459
O	9.6117	7.6066	20.7078	-0.0221	0.0551	0.0842
O	1.8096	12.3578	29.1083	0.0307	-0.0318	-0.087
O	16.9462	16.5202	31.1759	-0.038	0.021	-0.1664
O	-3.6155	18.1433	16.6987	-0.0525	-0.0038	0.0657
O	0.9349	6.3242	28.5796	0.0142	-0.0299	-0.0596
O	15.2867	15.9921	24.3072	0.0117	-0.0007	0.0043
O	5.5411	7.0791	20.1724	-0.0047	0.0398	0.0803
O	9.8884	16.2982	19.2005	0.0239	0.0766	0.1353
O	11.9688	17.9004	19.8659	-0.0294	-0.0052	0.0834
O	13.5779	12.6514	24.5944	0.0213	-0.0026	-0.0012
O	3.1977	22.4988	26.9505	0.0092	-0.015	-0.1031
O	4.014	10.9746	29.3925	-0.0464	0.0393	-0.0994
O	13.1618	0.2893	21.7394	-0.0286	-0.0334	0.095
O	15.4577	-1.9924	30.7679	-0.0044	-0.0034	-0.0477
O	20.7545	10.3595	26.1518	0.0102	-0.0055	-0.0363
O	-2.5878	41.3926	28.7867	-0.0037	-0.0106	-0.063
O	7.7435	0.0713	27.5991	0.0158	0.0343	-0.1086
O	13.4134	18.6823	31.944	0.0773	-0.035	-0.1711
O	-7.8663	7.4643	24.6712	0.0042	-0.0041	0.0221
O	-7.6094	8.3015	20.6804	0.0365	0.0102	0.0767
O	1.3493	0.8866	19.4511	0.0532	-0.0033	0.1163
O	27.0036	0.9589	25.2518	0.0085	-0.0002	-0.0098
O	-2.1203	6.3618	29.8145	-0.0515	-0.0033	-0.1244
O	1.1351	4.0831	32.8768	0.0195	0.0135	-0.0701
O	4.6921	15.4308	19.9236	-0.0026	0.0102	0.0401
O	3.9429	10.9937	19.735	-0.0142	-0.0079	0.0732
O	9.2336	-1.5151	16.7222	0.0014	0.0203	0.0486
O	-5.3518	9.2858	21.7671	-0.0022	0.0015	0.0496
O	10.3297	18.6525	25.7367	0.0053	-0.0167	-0.0218
O	11.0546	13.9808	18.4973	-0.0261	-0.0301	0.0738
O	21.6045	-0.9423	21.6006	0.0175	0.0076	0.0469
O	3.5582	10.0936	24.78	-0.0036	-0.0065	0.004
O	8.4902	17.2455	24.6409	0.0043	-0.0056	0.0023
O	17.4556	22.007	20.2942	0.0426	-0.0331	0.1264
O	-0.7236	5.7694	31.9958	-0.0178	0.0224	-0.1048
O	-2.7022	-4.3919	27.2833	-0.0008	-0.0496	-0.1122
O	-4.6762	-7.871	24.1933	0.0029	0.0168	-0.0067
O	-1.4086	-8.9703	27.1044	-0.0053	-0.0057	-0.049
O	3.1618	-8.3974	20.3496	-0.0063	0.0073	0.0477
O	27.1575	2.1584	18.9836	-0.0203	0.0121	0.048
O	14.7677	28.2879	30.0502	0.0017	-0.0116	-0.0678
O	13.6802	4.6801	27.6978	0.0142	-0.0062	-0.0617
O	7.8736	1.0566	25.1618	-0.0296	0.0232	-0.0293
O	10.6836	-0.1388	31.8832	-0.0448	0.0761	-0.1104
O	19.0254	9.607	21.7754	-0.0033	0.013	0.0356
O	-2.2446	7.9288	31.9125	0.0674	-0.028	-0.1066
O	5.0945	0.3101	31.8599	-0.0227	0.0055	-0.1442
O	10.9184	-5.5373	21.565	0.0401	-0.0418	0.1227
O	6.5684	11.4791	22.9389	-0.0113	0.0531	0.084
O	6.3142	-3.7827	29.0651	0.0248	0.0071	-0.0821
O	-3.8096	1.5914	16.7043	-0.008	0.0013	0.0476

Results
free energy: -57356.175 eV
free energy less fixed offsets of O -463.61, Si -117.95 eV per atom: -45.495 eV
pressure: -0.10 GPa
stress xx, yy, zz, yz, xz, xy (GPa, positive in tension): -0.57, 0.91, -0.05, 1.4, 0.98, -0.79
